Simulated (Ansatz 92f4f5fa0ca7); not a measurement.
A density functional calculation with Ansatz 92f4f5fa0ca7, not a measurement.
Periodic cell of 264 atoms, Si152O112, from a study of silicon, its oxide and their interface. The atomic structure is a simulated model.

Settings: functional r2SCAN; potential files Ansatz norm-conserving; basis plane waves; wave-function cutoff 1300 eV; density cutoff ratio 4; exchange-correlation grid ratio 1; k mesh 2 x 2 x 1, shifted by 0.5 0.5 0.5 of a step; self-consistency stop 5e-08 eV per atom in the density residual; occupations Fermi-Dirac, 0.05 eV; spin none; net charge 0.

Cell vectors (angstrom)
a  10.888  0  0
b  0  10.888  0
c  0  0  38.1934

Atoms: element, x, y, z (angstrom)
Si  0.3353  -0.2121  0.0415
Si  3.0259  2.4583  0.1406
Si  -0.233  5.683  -0.074
Si  2.5847  8.524  0.0441
Si  5.2277  0.3261  0.2631
Si  7.9878  2.9915  0.0131
Si  5.8139  5.217  0.0836
Si  8.4192  7.8935  -0.0787
Si  1.4336  1.3291  1.4272
Si  4.1785  4.0889  1.3659
Si  1.3855  6.8506  1.2304
Si  4.0729  9.6025  1.484
Si  6.8462  1.4864  1.4418
Si  9.5567  4.1354  1.3307
Si  6.9158  6.8028  1.3822
Si  9.57  9.5033  1.2541
Si  0.0239  2.7389  2.6718
Si  2.7296  0.018  2.8708
Si  0.0279  8.1656  2.6847
Si  2.7409  5.4752  2.6245
Si  5.4865  2.7887  2.8315
Si  8.2132  -0.0021  2.6485
Si  5.4865  8.167  2.6919
Si  8.2301  5.4541  2.7782
Si  1.3889  4.108  4.0265
Si  4.1172  1.3953  4.1536
Si  1.343  9.5111  4.1228
Si  4.0961  6.8103  4.04
Si  6.8481  4.1317  4.155
Si  9.5519  1.3639  4.0418
Si  6.8409  9.5421  4.0445
Si  9.5802  6.8271  4.0985
Si  -0.0085  0.0106  5.4499
Si  2.7178  2.7551  5.4473
Si  0.0337  5.4404  5.4332
Si  2.7348  8.1504  5.4379
Si  5.4777  -0.0086  5.4477
Si  8.1962  2.7109  5.4464
Si  5.442  5.478  5.4584
Si  8.1807  8.1805  5.4303
Si  1.3601  1.3732  6.8046
Si  4.082  4.0978  6.8067
Si  1.3752  6.7942  6.806
Si  4.0905  9.5215  6.7986
Si  6.8202  1.3579  6.807
Si  9.5497  4.0823  6.8026
Si  6.8096  6.8321  6.8102
Si  9.5185  9.537  6.8066
Si  -0.0012  2.7188  8.1792
Si  2.7169  -0.0063  8.162
Si  -0.0123  8.1537  8.1509
Si  2.7156  5.4334  8.1695
Si  5.4353  2.7151  8.1545
Si  8.1566  -0.0068  8.1707
Si  5.4354  8.1689  8.1797
Si  8.1648  5.442  8.1616
Si  1.3591  4.0801  9.5358
Si  4.0793  1.353  9.5301
Si  1.3339  9.5133  9.5148
Si  4.0661  6.786  9.5206
Si  6.7859  4.0761  9.5181
Si  9.5023  1.3577  9.5219
Si  6.7962  9.5291  9.535
Si  9.5178  6.8044  9.5383
Si  -0.0547  -0.0266  10.8718
Si  2.7066  2.7074  10.8934
Si  -0.0125  5.4282  10.8975
Si  2.6842  8.1292  10.8651
Si  5.4446  -0.0028  10.9029
Si  8.1308  2.7065  10.8852
Si  5.4128  5.4227  10.8869
Si  8.1295  8.1541  10.903
Si  1.3015  1.3395  12.2007
Si  4.0735  4.0542  12.2702
Si  1.3397  6.7836  12.2731
Si  4.0686  9.4738  12.1849
Si  6.7967  1.3568  12.2959
Si  9.4872  4.0656  12.2301
Si  6.7539  6.7854  12.2509
Si  9.4585  9.5349  12.2725
Si  -0.0854  2.6626  13.5796
Si  2.6807  -0.0609  13.4694
Si  -0.0767  8.1484  13.5906
Si  2.7072  5.4  13.6326
Si  5.4362  2.712  13.6658
Si  8.1182  -0.0045  13.7104
Si  5.3805  8.141  13.6146
Si  8.1149  5.4135  13.591
Si  1.2773  4.0332  14.9029
Si  4.0008  1.2793  14.8515
Si  1.3163  9.5189  14.8565
Si  4.0631  6.7427  15.0178
Si  6.8188  4.0588  15.0477
Si  9.494  1.3466  15.0881
Si  6.6848  9.5346  15.0267
Si  9.4169  6.8333  14.9485
Si  0.2906  0.1851  16.2719
Si  2.4436  2.4174  16.127
Si  -0.3114  5.2169  16.1512
Si  2.7865  8.3195  16.1949
Si  4.9765  -0.2909  16.2927
Si  8.3956  2.9678  16.4509
Si  5.747  5.6968  16.3358
Si  7.8735  8.0027  16.3324
Si  -6.0495  10.7606  19.3312
Si  3.9938  6.6719  36.2288
Si  -28.2615  17.3772  33.1917
Si  -13.171  3.6558  32.0429
Si  2.1179  7.4758  22.8459
Si  -12.7606  3.499  27.5187
Si  -6.9041  7.6878  26.6407
Si  18.1497  12.7294  22.1426
Si  -9.3432  -4.4072  18.285
Si  -23.1688  18.7633  30.8946
Si  -11.0329  16.342  31.6859
Si  16.6909  -14.6504  28.9694
Si  -10.814  9.3074  23.7441
Si  4.1508  8.5475  21.0565
Si  -13.1733  17.5388  28.0756
Si  -4.5492  18.7632  24.6165
Si  -29.8067  -8.4579  25.2252
Si  -2.3183  12.7097  19.289
Si  14.7443  -6.6084  18.2411
Si  -12.4604  8.3642  21.1572
Si  -12.9209  30.2821  25.8867
Si  -16.3296  21.0414  33.5068
Si  -14.5299  2.6626  29.7088
Si  -4.1338  10.5033  25.7666
Si  -12.4125  11.9974  36.0757
Si  4.5353  14.0507  22.8351
Si  0.2466  -8.0332  20.654
Si  4.7698  6.3065  22.5973
Si  -25.988  -0.9351  21.4683
Si  -23.253  9.8114  18.4914
Si  -22.8856  1.2111  33.0553
Si  -7.9098  21.7048  29.9101
Si  14.121  13.313  20.3626
Si  -8.1005  13.6199  30.761
Si  -21.3919  23.21  23.5419
Si  2.7513  26.7409  27.0982
Si  -10.2303  3.9656  29.0397
Si  -21.258  -0.7793  31.389
Si  -18.6549  19.916  32.1957
Si  0.1953  -4.845  20.9816
Si  7.0309  -1.0311  36.1927
Si  -16.9751  15.2185  29.2373
Si  -7.0384  10.6868  26.8296
Si  -8.5887  -6.6464  33.1964
Si  -14.7263  1.4214  32.4014
Si  6.6104  7.8783  31.7616
Si  -24.1411  12.971  24.795
Si  -19.9995  15.2649  36.1993
O  3.5185  -9.5658  -7.6577
O  -5.1406  11.7146  -5.0511
O  -2.2115  2.3429  -1.3196
O  -7.9721  6.4623  -11.7197
O  -2.6327  10.848  -2.3165
O  -13.4512  11.4013  -5.3495
O  -13.5654  7.7861  -6.3291
O  -2.9928  7.5816  -13.2422
O  -2.85  24.4042  -14.8599
O  5.8939  -4.2599  -5.6465
O  -1.3525  6.7851  -0.5742
O  6.0515  10.472  -0.9003
O  -10.1739  -0.1377  -14.7592
O  -18.0442  14.8752  -7.8052
O  -22.7305  12.4451  -3.5607
O  -20.7358  6.7218  -18.4158
O  0.2826  5.9136  17.4792
O  -13.1663  11.131  18.9458
O  -9.3652  2.8009  29.7549
O  -5.6805  -16.8268  17.6818
O  -9.4946  23.0876  16.7457
O  4.1043  14.5053  19.6827
O  -22.636  20.1204  25.0543
O  -3.8903  23.218  30.7634
O  -2.1887  26.8341  27.8344
O  5.4685  10.8237  26.6979
O  4.5111  18.5686  28.1827
O  7.9282  2.517  17.9581
O  6.8118  6.8475  16.8379
O  3.3358  3.0691  17.3118
O  19.375  -2.1001  17.6277
O  3.8951  9.4258  16.6113
O  -0.1918  7.0417  31.5535
O  -20.6854  6.3644  22.2817
O  9.5165  4.1192  16.717
O  6.2611  -0.1816  20.0916
O  1.316  8.2947  23.9692
O  -12.1502  6.768  21.0599
O  16.6099  -8.6382  22.2692
O  -0.8969  23.2683  24.5205
O  -0.9746  -1.8354  19.817
O  -7.4693  6.7059  23.4259
O  7.7372  8.7411  21.263
O  3.8562  9.8515  33.4042
O  -0.7899  9.3714  30.7791
O  12.2525  10.7356  30.1519
O  12.9627  7.8262  17.5776
O  -18.5126  24.4853  21.9483
O  -20.1563  2.1794  24.2336
O  5.2472  11.1359  17.8089
O  -21.7448  4.4502  20.8399
O  -8.1587  16.2967  18.2799
O  -7.258  -1.2836  30.762
O  4.6167  -3.9174  21.0993
O  0.0878  2.0909  22.0803
O  -4.8464  7.0148  23.2883
O  -2.9767  9.6633  26.5504
O  -6.7018  2.8321  24.3727
O  1.677  2.5389  19.964
O  -10.9963  15.6465  30.2221
O  -15.6822  9.6842  34.9043
O  -39.4056  -6.3447  27.7908
O  -7.4339  18.901  36.9515
O  -10.822  22.0764  32.4929
O  -16.5358  20.2533  21.9719
O  -29.9925  -2.3467  21.7259
O  -18.3592  -1.7007  26.3121
O  10.5565  3.2782  27.9627
O  -23.9698  3.2026  25.956
O  -9.2991  15.9003  28.224
O  7.375  22.0006  22.3627
O  5.2627  18.2654  25.7075
O  -31.4727  16.0539  32.5048
O  -30.9266  14.7849  34.6688
O  -4.7011  -2.8428  30.218
O  -12.3182  7.504  26.9945
O  -8.0851  -5.2861  36.3188
O  4.1522  20.1758  19.606
O  3.8396  -9.8937  19.9291
O  -29.277  10.7648  28.3694
O  -18.0418  -5.8752  33.2258
O  -26.8413  3.1083  29.1328
O  6.2489  9.5154  24.5542
O  3.4655  -3.4257  32.3108
O  -14.0079  2.1973  20.6453
O  -16.23  5.6831  29.6449
O  -13.6159  13.3116  28.4005
O  -14.7368  7.0403  27.9383
O  -5.6262  -4.855  36.9848
O  -6.7574  12.2511  37.7991
O  -19.3473  2.8837  32.3315
O  -22.0567  0.5363  36.93
O  -21.9885  21.1615  17.5984
O  -25.2907  13.8577  32.8902
O  -13.7794  -17.9384  30.553
O  -7.7263  11.9468  26.0548
O  -17.3397  -3.877  34.7255
O  -3.2251  -2.4108  36.7788
O  -5.9635  -6.175  22.5987
O  -12.4201  5.0174  32.4503
O  -1.0865  2.5506  32.1412
O  1.454  9.5917  37.7046
O  -14.3533  22.7649  25.2542
O  -22.5867  24.1058  19.5548
O  -4.0145  4.0935  37.7122
O  1.5219  -1.7217  32.2411
O  -15.6058  9.2762  32.3903
O  0.3607  15.7998  36.7937
O  -1.7641  7.1574  29.5076
O  -22.5847  19.7971  22.4558
O  -19.3335  3.7486  26.0764
O  -8.6089  13.9955  37.049

Results
free energy: -69899.559 eV
free energy less fixed offsets of O -463.61, Si -117.95 eV per atom: -46.839 eV
pressure: 0.14 GPa
stress xx, yy, zz, yz, xz, xy (GPa, positive in tension): -0.49, 0.13, -0.06, -0.37, -0.65, 0.28

Forces (eV/angstrom), in the order of the atoms: element, x, y, z
Si  0.0069  -0.0254  0.078
Si  0.0205  -0.0063  0.0785
Si  -0.007  0.0244  0.1014
Si  -0.0301  0.0124  0.0876
Si  -0.0127  0.0165  0.0474
Si  -0.022  0.0067  0.1059
Si  0.0035  -0.0298  0.0712
Si  0.0317  -0.0078  0.1146
Si  0.0073  -0.0084  0.0002
Si  0.0048  0.0129  0.0069
Si  0.0067  -0.0108  0.0097
Si  -0.0036  0.0053  0.0031
Si  -0.002  -0.0016  0.0034
Si  -0.009  0.0116  0.0045
Si  -0.0016  -0.0035  0.0109
Si  -0.0038  0.0051  0.0092
Si  0.0047  -0.0028  -0.0009
Si  0.0049  0.006  0.0172
Si  -0.0102  0.0033  -0.0022
Si  -0.0002  -0.0101  0.0068
Si  0.0041  -0.0019  0.0013
Si  -0.001  0.0006  0.0064
Si  -0.0018  -0.0005  -0.0053
Si  -0.0022  0.0021  0.022
Si  0.0036  -0.001  -0.0095
Si  -0.0092  -0.0058  -0.0083
Si  0.0111  0.0064  -0.0087
Si  0.0058  0.0052  -0.0089
Si  -0.0008  0.0134  -0.0007
Si  -0.0032  0.0093  -0.0112
Si  0.0055  -0.0049  -0.0098
Si  0.0007  -0.0121  -0.0036
Si  0.0016  -0.0167  0.0036
Si  0.0111  0.0002  0.0027
Si  0.0069  0.0042  0.0085
Si  -0.0106  -0.0037  0.0061
Si  -0.01  0.0112  0.0063
Si  -0.0063  -0.0082  0.0109
Si  -0.0018  -0.0117  0.0099
Si  0.0013  0.0017  0.0049
Si  0.0075  0.0047  -0.0033
Si  -0.0102  0.0026  -0.0062
Si  0.0062  -0.0064  -0.0062
Si  -0.001  -0.0004  -0.0012
Si  0.0004  -0.0067  -0.0019
Si  0.0075  0.0055  0.0001
Si  -0.0054  0.006  0.0036
Si  0.0002  0.0093  -0.0044
Si  -0.004  -0.005  -0.0003
Si  0.0029  0.0013  0.0002
Si  0.0064  0.0031  -0.0034
Si  0.0079  0.0018  -0.0012
Si  -0.0133  0.0005  -0.0009
Si  0.0013  -0.0097  0.004
Si  0.0012  0.0015  0.0044
Si  -0.0082  -0.0115  -0.0033
Si  0.0109  0.0006  0.0051
Si  -0.0019  -0.0029  0.0067
Si  0.0001  -0.0011  0.0011
Si  -0.0097  -0.0037  0.0034
Si  0.0064  0.0044  0.0012
Si  0.0015  0.0059  0.0076
Si  -0.0163  0.0099  0.0098
Si  -0.0024  0.0007  -0.0011
Si  0.001  0.0009  -0.0055
Si  -0.008  0.0041  -0.0083
Si  0.006  -0.0158  -0.0042
Si  0.0136  -0.0064  -0.0056
Si  0.0066  -0.0078  -0.0121
Si  -0.0007  -0.0074  -0.0048
Si  -0.0132  0.0121  -0.0031
Si  -0.0015  -0.0011  -0.011
Si  0.0103  -0.0046  -0.0035
Si  0.008  -0.0038  -0.0054
Si  0.0026  0.0138  0.0063
Si  -0.01  0.0073  -0.0075
Si  -0.0065  0.0077  0.0061
Si  0.0047  0.0165  -0.0005
Si  -0.0042  -0.0156  0.003
Si  0.0045  0.0031  0.0036
Si  -0.0002  0.0022  -0.0125
Si  -0.0017  -0.0024  -0.0264
Si  0.0059  -0.0106  -0.0057
Si  -0.0068  0.0034  -0.0089
Si  -0.0157  0.0098  -0.0015
Si  -0.0018  -0.0168  -0.0067
Si  -0.0062  -0.0032  -0.024
Si  -0.0003  -0.005  -0.0269
Si  0.0016  0.0085  0.0094
Si  0.0027  0.0088  0.0163
Si  0.0017  0.0125  -0.0083
Si  0.0015  -0.0102  -0.006
Si  -0.011  0.0165  -0.0121
Si  0.0066  0.0163  0.0193
Si  0.0051  -0.0083  0.0162
Si  -0.0095  0.001  -0.001
Si  0.0172  0.0179  -0.0936
Si  -0.0334  -0.0206  -0.0811
Si  -0.0319  -0.046  -0.0748
Si  0.0299  0.001  -0.0604
Si  -0.0036  -0.0329  -0.1133
Si  0.0008  -0.0039  -0.1085
Si  0.0026  0.0322  -0.094
Si  -0.0223  -0.026  -0.117
Si  0.0215  0.0255  -0.2078
Si  -0.0015  -0.0049  0.1713
Si  -0.0157  -0.0003  0.1762
Si  -0.0043  -0.0408  0.1189
Si  0.0099  -0.0225  -0.1374
Si  0.012  -0.0374  -0.0126
Si  0.0316  -0.018  -0.0108
Si  0.013  -0.0065  -0.1868
Si  -0.0051  -0.0047  -0.1679
Si  -0.0097  0.0475  0.1222
Si  0.0303  -0.0249  0.126
Si  0.0245  0.0397  0.1081
Si  0.0073  -0.0309  -0.1415
Si  -0.0151  0.0624  -0.1477
Si  -0.0016  0.0317  0.0806
Si  -0.0149  -0.0483  -0.1525
Si  0.0143  0.0079  -0.1352
Si  0.0103  0.0052  -0.2228
Si  0.0111  0.0075  -0.1915
Si  0.0034  -0.0214  -0.2003
Si  0.0311  0.0308  -0.061
Si  0.0381  -0.0352  0.1807
Si  0.0022  -0.0248  0.1314
Si  0.0133  0.0235  -0.0593
Si  -0.0049  -0.0294  0.2171
Si  -0.0258  -0.0096  -0.1497
Si  -0.0143  0.0353  -0.1795
Si  -0.047  -0.0077  -0.138
Si  0.0013  0.0275  -0.1264
Si  0.0148  -0.0085  -0.1918
Si  -0.0118  -0.001  0.1779
Si  -0.018  -0.0233  0.1243
Si  0.0269  -0.0132  -0.175
Si  0.003  -0.0184  0.1458
Si  -0.0167  0.0493  -0.1705
Si  -0.0212  -0.0252  -0.0063
Si  0.0044  -0.0014  0.1034
Si  -0.0047  -0.0005  0.1063
Si  0.0426  -0.0342  0.1245
Si  0.0077  -0.0141  -0.1757
Si  0.0236  0.0006  0.1903
Si  -0.0092  -0.0027  0.0867
Si  -0.0184  0.0313  0.0163
Si  0.0203  0.0092  0.2086
Si  0.0084  -0.0334  0.1275
Si  -0.0431  0.0153  0.1692
Si  0.0124  0.0059  -0.149
Si  0.0005  -0.0036  0.2158
O  -0.0058  0.0047  -0.0398
O  0.0184  0.0379  -0.0547
O  0.0396  -0.0315  -0.1206
O  -0.0079  0.0117  0.0012
O  0.0072  0.0081  -0.0891
O  -0.0225  -0.0052  -0.0543
O  0.0228  -0.0082  -0.0638
O  0.0091  -0.0011  0.0378
O  0.0295  -0.0081  0.1058
O  0.0378  -0.0043  -0.0676
O  -0.0049  -0.0007  -0.0544
O  0.0105  -0.0329  -0.0814
O  -0.0035  -0.0062  0.0368
O  0.0237  0.0226  -0.0468
O  0.0268  0.0178  -0.1574
O  -0.041  -0.0072  0.1508
O  0.0316  0.0294  0.0918
O  -0.0064  0.0254  0.0764
O  -0.0323  0.0243  -0.0584
O  -0.0287  -0.0232  0.1046
O  -0.0037  0.0124  0.0563
O  -0.0137  -0.0244  0.1011
O  -0.0398  -0.0195  0.0826
O  0.0062  0.0352  -0.0772
O  -0.0013  0.007  -0.0172
O  -0.0057  0.0064  0.0177
O  -0.0237  -0.0023  -0.0286
O  0.0156  -0.0181  0.1493
O  0.0009  -0.001  0.0569
O  0.0459  0.0437  0.1016
O  0.0445  0.0346  0.1277
O  0.0082  -0.0036  0.0578
O  0.0019  -0.0018  -0.0409
O  0.0455  0.032  0.083
O  0.0239  0.0203  0.0383
O  0.0125  -0.0134  0.11
O  -0.0262  0.0267  0.05
O  -0.0044  0.0154  0.0593
O  -0.0128  0.0121  0.053
O  -0.0182  -0.001  0.0552
O  -0.0015  -0.0325  0.1414
O  0.005  -0.0006  0.0368
O  -0.0183  0.0011  0.0624
O  -0.05  0.0016  -0.0577
O  -0.0168  -0.0148  -0.0282
O  0.0149  0.0176  -0.0619
O  -0.0134  -0.0176  0.0827
O  0.0228  0.0208  0.109
O  0.0353  0.002  0.0661
O  -0.0388  0.001  0.1901
O  0.0038  0.0004  0.0568
O  0.0037  0.0037  0.0811
O  -0.0015  0.0171  -0.0731
O  0.0101  -0.0188  0.093
O  0.0007  -0.0672  0.1561
O  0.0326  0.0447  0.095
O  0.0055  -0.0026  0.0236
O  -0.0382  -0.0159  0.0822
O  -0.0154  -0.0165  0.0669
O  0.0038  -0.0213  -0.0964
O  -0.0542  0.0203  -0.1483
O  -0.0012  0.0086  -0.0278
O  0.0454  -0.0325  -0.0958
O  0.0233  -0.0284  -0.0804
O  0.0114  -0.0309  0.0566
O  -0.047  -0.0275  0.0513
O  -0.0031  -0.0012  -0.0047
O  -0.0155  -0.0018  -0.0153
O  -0.0043  0.0318  0.0521
O  0.0201  0.0194  -0.0313
O  0.0285  0.0129  0.0714
O  -0.0118  0.0044  0.0439
O  -0.044  0.0295  -0.0691
O  0.016  -0.0061  -0.1816
O  -0.0131  -0.0179  -0.1124
O  0.0021  -0.0127  0.0024
O  -0.0066  -0.0109  -0.0956
O  -0.017  -0.0521  0.0929
O  -0.0166  0.0205  0.0764
O  0.0181  0.0004  -0.0731
O  -0.0016  -0.0087  -0.0721
O  -0.0066  0.0087  -0.0418
O  0.0087  0.0051  0.0464
O  -0.0241  0.0216  -0.0497
O  -0.0506  -0.0079  0.1502
O  -0.0042  -0.0058  -0.0272
O  0.0133  -0.0062  -0.0367
O  0.0219  -0.0105  -0.0345
O  -0.0226  0.0352  -0.0865
O  0.0024  -0.0026  -0.0392
O  0.0084  -0.0232  -0.0971
O  -0.041  0.0479  -0.1108
O  -0.0408  -0.0364  0.0993
O  0.0012  0.0203  -0.0513
O  -0.0209  0.0091  -0.0795
O  0.01  -0.0358  0.037
O  0.0073  0.002  -0.1674
O  -0.0333  0.0336  -0.1094
O  0.0052  0.0084  0.0489
O  0.005  0.0067  -0.0446
O  0.0051  0.0484  -0.0607
O  -0.0034  0.0019  -0.0433
O  -0.0291  -0.034  0.054
O  0.0295  0.0153  0.0782
O  0.0024  0.0094  -0.0485
O  -0.0129  0.0058  -0.0294
O  0.0236  -0.0368  -0.0828
O  0.0391  -0.035  -0.1071
O  -0.0157  -0.0449  -0.0952
O  0.0535  0.0396  0.117
O  -0.0024  0.026  0.0477
O  -0.04  0.0344  -0.0973

The program warned: the forces do not sum to zero within the program's tolerance.
